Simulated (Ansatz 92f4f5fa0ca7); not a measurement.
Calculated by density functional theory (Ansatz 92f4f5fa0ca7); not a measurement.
Periodic cell of 252 atoms, Si144O100N8, from a study of silicon, its oxide and their interface. The atomic structure is a simulated model.
This geometry differs little from another in the collection (a relaxation step or a small displacement).

Settings
functional: r2SCAN
potential files: Ansatz PAW
basis: plane waves
wave-function cutoff: 800 eV
density cutoff ratio: 5
exchange-correlation grid ratio: 1
k mesh: 1 x 1 x 1, shifted by 0.5 0.5 0 of a step
self-consistency stop: 1e-10 eV per atom in the density residual
occupations: fixed
spin: none
net charge: 0

Cell vectors (angstrom)
a, 10.887, 0, 0
b, 0, 10.887, 0
c, 0, 0, 35.8628

Atoms: element, x, y, z (angstrom)
Si, -0.2923, 0.3032, 0.3485
Si, 2.2789, 2.901, 0.0933
Si, 0.1092, 5.0894, 0.2405
Si, 2.956, 7.9359, -0.0076
Si, 5.8095, -0.1539, -0.1764
Si, 8.4614, 2.4587, 0.3894
Si, 5.1384, 5.6743, 0.003
Si, 8.0537, 8.4897, -0.1443
Si, 1.2857, 1.4354, 1.6064
Si, 4.0008, 4.0556, 1.2863
Si, 1.3351, 6.7969, 1.307
Si, 4.1438, 9.5876, 1.1815
Si, 6.7959, 1.27, 1.4467
Si, 9.5972, 3.9884, 1.7031
Si, 6.8596, 6.8287, 1.1698
Si, 9.4368, 9.531, 1.4656
Si, 0.0136, 2.693, 3.0777
Si, 2.7713, -0.0186, 2.669
Si, -0.0052, 8.1496, 2.6963
Si, 2.6767, 5.4215, 2.7179
Si, 5.3995, 2.719, 2.6653
Si, 8.102, -0.0486, 2.8772
Si, 5.4872, 8.1985, 2.614
Si, 8.1305, 5.4853, 2.7012
Si, 1.4025, 4.1292, 4.2305
Si, 4.0806, 1.3582, 4.0662
Si, 1.3839, 9.5107, 4.031
Si, 4.0923, 6.8187, 3.9949
Si, 6.7709, 4.091, 4.033
Si, 9.4704, 1.3002, 4.2472
Si, 6.7448, 9.4772, 4.1575
Si, 9.5199, 6.8069, 4.0783
Si, 0.0297, -0.0647, 5.4668
Si, 2.7588, 2.7066, 5.4849
Si, -0.0172, 5.4773, 5.5014
Si, 2.7309, 8.1609, 5.409
Si, 5.411, 0.015, 5.4755
Si, 8.1072, 2.75, 5.4817
Si, 5.4304, 5.4525, 5.3926
Si, 8.1678, 8.144, 5.4594
Si, 1.3607, 1.3409, 6.7998
Si, 4.1255, 4.0827, 6.7978
Si, 1.3709, 6.8353, 6.8248
Si, 4.0464, 9.5359, 6.8125
Si, 6.7718, 1.3779, 6.8485
Si, 9.506, 4.0917, 6.8311
Si, 6.7971, 6.7817, 6.7815
Si, 9.5385, 9.4917, 6.816
Si, -0.0053, 2.6933, 8.1465
Si, 2.686, 0.0018, 8.1912
Si, -0.0207, 8.1524, 8.2041
Si, 2.7717, 5.4514, 8.1274
Si, 5.4302, 2.7455, 8.2259
Si, 8.1958, 0.0078, 8.1419
Si, 5.4714, 8.1902, 8.1222
Si, 8.1356, 5.4474, 8.177
Si, 1.4091, 4.0579, 9.4289
Si, 4.0522, 1.3584, 9.5534
Si, 1.2916, 9.5555, 9.5471
Si, 4.1468, 6.8226, 9.4803
Si, 6.8179, 4.1019, 9.5751
Si, 9.5184, 1.3543, 9.5429
Si, 6.8499, 9.5356, 9.4937
Si, 9.4757, 6.7991, 9.5536
Si, -0.0763, -0.0046, 10.973
Si, 2.6884, 2.7398, 10.9013
Si, -0.003, 5.3493, 10.7387
Si, 2.7315, 8.1755, 10.7565
Si, 5.5006, 0.0091, 10.8347
Si, 8.1601, 2.7052, 10.9134
Si, 5.5255, 5.5384, 10.9235
Si, 8.1448, 8.2026, 10.9577
Si, 1.2918, 1.3807, 12.2826
Si, 4.1275, 4.1505, 12.1544
Si, 1.3312, 6.7694, 11.9776
Si, 4.1357, 9.4938, 12.09
Si, 6.77, 1.3801, 12.2936
Si, 9.6332, 4.0027, 12.1976
Si, 6.8656, 6.8741, 12.4267
Si, 9.4188, 9.5586, 12.4137
Si, -0.1072, 2.6209, 13.7801
Si, 2.896, 0.0921, 13.3747
Si, 0.1172, 8.1085, 13.4271
Si, 2.6446, 5.4598, 13.36
Si, 5.503, 2.9129, 13.5914
Si, 7.9608, 0.0446, 13.8563
Si, 5.2831, 8.2168, 13.7076
Si, 8.5301, 5.5095, 13.5646
Si, 1.4616, 4.0401, 14.765
Si, 3.9939, 1.6145, 14.833
Si, 1.7176, 9.3607, 14.5186
Si, 3.6425, 6.918, 14.8795
Si, 7.2405, 4.0672, 14.7823
Si, 9.1421, 1.5197, 15.3023
Si, 6.158, 9.9136, 15.1604
Si, 10.1848, 6.5753, 15.0121
Si, 6.8738, 4.0152, 33.9366
Si, 14.2802, -7.091, 27.5577
Si, 2.5071, 8.7461, 17.1716
Si, 2.1702, 2.4224, 17.159
Si, 8.6065, 11.0926, 18.0112
Si, 1.7671, 5.1082, 22.5764
Si, 15.5061, 18.1254, 18.7831
Si, 15.933, -0.9582, 19.8673
Si, 5.3967, 5.0881, 16.7708
Si, 8.8783, 2.9106, 24.7863
Si, 8.5277, 5.3425, 18.4712
Si, 11.5397, 18.8171, 19.0994
Si, 10.857, 2.7217, 22.5003
Si, 4.3669, 0.4485, 17.4882
Si, 12.8949, 9.8752, 20.9564
Si, 4.5484, 18.5325, 23.6489
Si, -1.6189, -1.13, 23.3261
Si, 7.1517, 2.8523, 17.3113
Si, 11.2859, 10.7273, 17.001
Si, 8.1257, 8.1375, 17.01
Si, 15.3098, -0.2782, 24.925
Si, 4.0367, -6.2059, 24.6356
Si, 10.4813, 17.8912, 23.5098
Si, 13.7916, -3.7219, 21.1238
Si, 7.4124, 5.5146, 29.6763
Si, 9.066, 6.9715, 20.7586
Si, 10.1854, 9.4565, 27.9068
Si, 0.8609, -3.4713, 28.7679
Si, 23.8765, 15.9146, 29.8479
Si, 8.5669, 15.3628, 27.3381
Si, -0.6883, -10.4937, 25.6468
Si, 2.4544, 1.489, 33.0869
Si, 9.7036, -2.8135, 32.923
Si, 1.6432, 11.1996, 23.7602
Si, 16.8965, 2.1762, 24.8316
Si, 21.1614, 0.4908, 20.723
Si, -1.8013, 18.9337, 30.0765
Si, -4.6826, 12.4365, 30.1071
Si, -1.9701, 3.0042, 29.755
Si, -5.9682, 1.2158, 27.3796
Si, 6.8275, 8.6264, 21.9198
Si, 15.7523, 4.3843, 29.9536
Si, 5.4587, 12.3219, 32.8512
Si, 9.5392, 5.1835, 33.3762
Si, 11.4434, 16.0566, 17.4332
Si, 10.2457, 6.8649, 26.5143
Si, 11.1679, 14.1885, 31.6082
Si, 1.2952, -1.2124, 33.8674
O, -0.9436, -5.4177, 34.9189
O, -12.6867, -0.2804, 24.6836
O, 5.5149, 0.5675, 34.2322
O, 1.2455, 4.0823, 35.4806
O, 2.5515, 2.0108, 34.6189
O, -4.8509, 9.8181, 21.1448
O, 9.4189, 16.7096, 27.3875
O, 10.0311, -4.4121, 24.9706
O, 0.2198, -2.021, 32.9875
O, 10.1882, 2.4895, 30.6024
O, -0.4461, -14.5719, 29.7292
O, -0.5629, -7.0002, 32.8489
O, 5.6862, 4.9419, 34.5122
O, 2.3282, 8.6054, 34.5023
O, 6.6906, 5.2855, 15.8011
O, 6.8269, 8.7108, 16.1599
N, 5.0797, 0.4348, 15.8934
O, -2.9537, 6.7792, 17.9084
O, 5.3852, 5.9702, 18.137
N, 2.61, 8.2208, 15.5329
O, 5.592, 3.4511, 17.0492
O, 7.4259, 1.3529, 17.9158
O, 7.5068, 2.2683, 24.263
O, 9.3873, -3.2553, 16.0624
O, 12.9682, -6.709, 28.4459
O, 9.3097, 11.2432, 19.4556
N, 13.4905, 2.7385, 15.5186
O, 11.7558, 10.839, 20.2968
O, 10.0896, 7.8582, 19.8416
O, 10.4, 19.5013, 23.5476
O, 22.8243, 6.3397, 23.3499
O, 11.8898, 12.5812, 23.2141
O, 5.4031, -2.2435, 18.9047
O, 3.3421, 4.4229, 26.0753
O, 12.3995, 14.7303, 17.7168
N, 7.9983, 2.8196, 15.7956
N, 11.4357, -5.481, 15.7146
O, 33.4481, 9.0326, 28.4797
O, 3.9172, 12.589, 32.4736
O, 14.1466, 18.4378, 17.9664
N, 11.7733, 9.1451, 17.8233
O, 0.8929, 15.4357, 30.7828
O, 11.8046, 6.4644, 18.3781
O, 9.8927, 15.763, 17.7658
O, 0.9177, 10.3789, 15.5209
O, 5.2807, 11.1402, 18.8239
O, 1.144, 12.0868, 17.5034
O, 0.7673, 14.8929, 22.0392
O, 4.519, -1.8545, 24.5237
O, 2.9097, 15.3483, 23.5
O, 19.9911, 9.3562, 29.1101
O, 9.7404, -0.3031, 22.0236
O, 4.2752, 6.9241, 20.3131
O, 12.2859, -8.5762, 32.1942
O, 8.942, 8.5943, 31.594
O, 5.9749, -5.4335, 30.3992
O, 7.7001, 7.8172, 20.8413
O, 18.6821, 9.214, 23.0517
N, 12.6462, 8.2446, 20.4323
O, 19.6632, 16.4516, 20.0443
O, 3.3068, 10.1121, 17.4584
O, 5.1761, 14.4134, 24.4141
O, 2.3235, 5.679, 21.1898
O, -0.6021, 12.9279, 21.1585
O, 3.5576, 12.7223, 17.7869
O, 18.5076, 4.0164, 18.3402
O, 19.2476, 9.4675, 17.9415
O, 15.4122, 6.2504, 24.511
O, 8.4036, 4.0856, 25.7884
O, 5.985, 2.0598, 26.465
N, 20.5612, 11.4061, 16.7109
O, 14.9335, 6.8024, 35.3753
O, -1.1846, 14.1974, 23.4654
O, -5.3145, -20.9688, 28.8051
O, 4.1348, 16.6153, 15.9539
O, 5.8722, 7.6213, 22.7347
O, 15.5121, 4.4776, 28.3522
O, 5.5282, 0.7228, 24.2692
O, 11.3736, -0.4241, 35.0006
O, 9.263, 3.2765, 28.1871
O, 23.8198, 17.5181, 29.5275
O, 20.8779, -4.3725, 32.6006
O, 9.5289, 12.2812, 35.5788
O, 3.3063, 7.7017, 22.6049
O, 7.235, 15.8219, 28.151
O, 14.4973, 13.0669, 27.5432
O, -0.7302, 0.0068, 27.2108
O, -3.0204, -3.8393, 29.7557
O, 11.5974, -0.1099, 25.0122
O, 8.4443, 4.4525, 30.3706
O, 5.3576, 13.7926, 30.313
O, -4.7996, 0.7308, 31.5148
O, 13.9708, 0.4588, 24.4212
O, 7.7554, -8.9957, 29.8386
O, 9.5744, -4.3103, 22.2451
O, 14.4361, 10.153, 20.4932
O, 12.7107, -0.7505, 22.5514
O, 2.089, 10.7953, 33.02
O, 8.8421, 8.2054, 34.2985
O, 6.8752, 31.3245, 35.3149
O, -7.4222, -6.1586, 30.6705
O, 6.2367, 2.8483, 33.0327
O, -10.0728, 6.7852, 27.2464
O, 7.7141, 3.3021, 35.0981
O, 7.9405, 4.9746, 33.1909
O, 9.7417, 19.2733, 26.7523
O, 9.8951, 1.9676, 25.6152
O, 4.5258, 10.7606, 26.5468

Results
free energy: -152232.454 eV
free energy less fixed offsets of N -386.36, O -570.45, Si -639.56 eV per atom: 0.066 eV

Forces (eV/angstrom), in the order of the atoms: element, x, y, z
Si, 0.0046, -0.0023, -0.0248
Si, 0.0006, -0.0075, -0.0272
Si, -0.0077, 0, -0.025
Si, -0.0021, 0.0038, -0.0255
Si, -0.0007, 0.006, -0.0331
Si, -0.0023, 0.0065, -0.0254
Si, 0.0016, -0.0034, -0.0235
Si, 0.007, 0.001, -0.0305
Si, -0.0001, 0.0017, 0.0036
Si, -0.0001, 0.0008, 0.0035
Si, 0.0015, -0.0001, 0.0025
Si, 0.0018, -0.0001, 0.0024
Si, 0, -0.0027, 0.0057
Si, 0.0009, -0.0001, 0.0042
Si, -0.0007, 0.0024, 0.0021
Si, -0.0019, 0, 0.0052
Si, 0.0007, -0.0004, 0.001
Si, 0.001, 0.0001, -0.0007
Si, 0.0007, -0.0002, -0.0003
Si, -0.0007, 0.0004, -0.0007
Si, -0.0022, -0.0004, -0.001
Si, 0.0004, 0.0009, -0.0009
Si, -0.0005, -0.001, 0.0001
Si, -0.0012, 0.0013, 0.0014
Si, -0.0002, 0.001, 0.0015
Si, 0, 0.0008, -0.0002
Si, -0.0008, 0.0011, -0.0004
Si, 0.0006, 0.0008, -0.0022
Si, 0, -0.0003, -0.0001
Si, -0.0015, -0.0009, 0.0027
Si, -0.0012, -0.0007, 0
Si, 0.0003, -0.0004, -0.0013
Si, -0.0009, 0.0006, -0.0008
Si, -0.0008, 0.0001, -0.0012
Si, 0.0002, -0.0007, -0.0015
Si, 0.0009, -0.0003, -0.0016
Si, 0.0001, 0.0004, -0.0013
Si, 0.0002, 0, -0.0011
Si, -0.0004, 0.0004, -0.0012
Si, 0.0002, 0.0011, -0.001
Si, 0, 0.0003, -0.0012
Si, -0.0005, 0.0007, -0.0016
Si, 0.0008, 0.0004, -0.0014
Si, -0.0002, 0, -0.0014
Si, 0.0006, 0.0003, -0.0015
Si, 0.0001, 0.0001, -0.0011
Si, 0.0004, 0.0003, -0.0015
Si, 0.0003, 0.0006, -0.0018
Si, 0.0009, -0.0004, -0.0005
Si, -0.0006, 0.0011, -0.0015
Si, -0.0002, 0.0007, -0.0013
Si, -0.0009, 0.0002, -0.0017
Si, -0.0006, 0.0002, -0.0016
Si, -0.0005, 0.0003, -0.0007
Si, -0.0004, -0.0001, -0.0014
Si, 0, 0.0008, -0.0011
Si, -0.0015, -0.0005, -0.0002
Si, -0.0001, 0, -0.0004
Si, 0.0001, -0.0003, -0.0012
Si, 0.0005, 0.0009, -0.0014
Si, 0.001, 0.0011, -0.0006
Si, 0.0003, 0.0012, -0.0015
Si, -0.0008, 0.0013, -0.0012
Si, -0.0011, -0.0004, -0.0017
Si, 0.0009, 0.0031, -0.0011
Si, -0.0017, 0.0012, -0.0015
Si, 0.002, -0.0003, 0.0007
Si, 0.0016, 0.0015, 0.0014
Si, -0.0005, 0.0001, -0.0008
Si, 0.0021, 0.0001, -0.0007
Si, -0.0002, 0.0006, -0.0007
Si, -0.0011, 0.0012, 0.0002
Si, 0.001, 0.0004, 0.0014
Si, -0.0002, 0, -0.0004
Si, -0.0007, 0.0003, 0.0003
Si, -0.0028, -0.0006, 0.0007
Si, -0.0011, -0.0003, 0.0009
Si, 0.0006, -0.0007, -0.0003
Si, 0.0017, 0.0001, -0.0013
Si, -0.0003, -0.001, 0.0011
Si, -0.0009, -0.0026, 0.0015
Si, -0.0004, 0.0013, -0.0004
Si, -0.002, -0.0008, 0.0037
Si, -0.0003, -0.002, 0.0026
Si, 0.0002, 0.001, 0.0031
Si, 0.0019, 0.0046, 0.0033
Si, 0.0024, 0.0019, 0.0007
Si, -0.0013, 0.0032, 0.0007
Si, -0.0018, 0.0008, -0.0055
Si, 0.0064, 0.0012, -0.0102
Si, 0.0073, 0.003, -0.0123
Si, -0.0036, -0.0008, -0.002
Si, 0.0021, 0.0028, -0.0074
Si, -0.001, -0.0042, -0.0109
Si, 0.0038, -0.0015, -0.005
Si, -0.0011, 0.0021, -0.0076
Si, 0.0022, -0.006, -0.0299
Si, 0.0013, 0.0083, 0.0076
Si, 0.0064, 0.0003, 0.0026
Si, -0.0043, 0.0012, 0.0022
Si, 0.003, -0.0043, 0.0045
Si, -0.003, -0.0056, 0.0192
Si, 0.001, -0.0014, 0.0099
Si, -0.0053, -0.0037, 0.0176
Si, -0.0007, 0.0053, 0.001
Si, -0.0021, 0.0006, 0.0159
Si, -0.0011, 0.0053, 0.0069
Si, -0.0007, -0.0046, 0.0177
Si, 0.0027, 0.0038, 0.0234
Si, -0.0053, -0.0091, 0.0044
Si, 0.0002, 0.0007, 0.0112
Si, -0.0005, -0.002, 0.0185
Si, -0.0001, -0.0004, 0.0186
Si, 0.0019, -0.0024, 0.0035
Si, -0.0052, -0.0035, -0.0021
Si, -0.0016, 0.0012, -0.0012
Si, 0.0032, 0.0027, 0.0227
Si, 0.0013, -0.0042, 0.016
Si, 0.0102, 0.0018, 0.0201
Si, -0.0059, -0.0079, 0.0147
Si, 0.0005, -0.0026, -0.0016
Si, -0.0001, 0.0074, 0.0122
Si, -0.0029, -0.0056, 0.0083
Si, 0.0005, -0.0075, 0.0032
Si, 0.0034, -0.0004, -0.0058
Si, 0.0238, 0.0245, 0.0171
Si, -0.0013, 0.0024, 0.0158
Si, -0.0022, -0.0007, -0.0327
Si, -0.0005, 0.0011, -0.0349
Si, 0.0006, 0.009, 0.0236
Si, 0.0021, 0.0027, 0.0172
Si, 0.0078, 0.0078, 0.0255
Si, -0.0006, 0.0041, -0.0091
Si, -0.0036, 0.0059, -0.0111
Si, -0.001, -0.0018, -0.0078
Si, 0.0053, -0.0011, 0.0116
Si, -0.0009, -0.0009, 0.0225
Si, -0.0014, -0.0029, -0.0053
Si, 0.002, -0.001, -0.0345
Si, 0.0071, -0.0043, -0.0282
Si, 0.0001, 0.0008, 0.0102
Si, -0.0171, -0.012, 0.0258
Si, -0.0037, 0.0049, -0.0235
Si, -0.0037, 0.0021, -0.0331
O, 0.0122, -0.0036, 0.0262
O, 0.0024, -0.0016, -0.0079
O, 0.0037, -0.0141, 0.0386
O, 0.001, 0.0002, 0.0077
O, -0.0028, 0.0128, 0.0337
O, -0.0029, 0.0029, -0.0087
O, -0.0116, -0.035, -0.014
O, 0.0053, -0.0023, -0.014
O, 0.0036, 0.0057, 0.0106
O, -0.0005, 0.0113, 0.0009
O, 0.006, -0.0051, -0.0035
O, -0.0007, 0.0041, 0.0121
O, -0.0092, 0.0102, 0.0255
O, 0.0065, -0.0087, 0.0279
O, -0.0002, 0.0006, 0.0052
O, 0.0003, -0.002, 0.003
N, -0.0055, 0.0056, 0.0015
O, 0.001, 0.0014, -0.0047
O, 0.0014, -0.0041, -0.0064
N, 0.0053, -0.0005, 0.007
O, -0.0011, 0.0015, -0.0023
O, -0.0015, 0.0008, 0
O, 0.0007, 0.0004, -0.0067
O, -0.0011, 0.0002, 0.0031
O, 0.0022, -0.0003, -0.0011
O, -0.0043, 0.003, -0.0103
N, 0.006, -0.003, 0.0023
O, -0.0038, 0.0001, -0.0054
O, 0.0035, 0.0013, -0.0106
O, -0.0007, 0.0004, -0.0117
O, -0.0114, 0.0035, -0.0139
O, -0.002, -0.0001, -0.0066
O, 0.0004, 0.001, -0.007
O, 0.0029, 0.0006, -0.0043
O, 0.0006, 0.0009, 0.0016
N, -0.0019, 0.0012, -0.0007
N, 0.0038, 0.0025, 0.0018
O, 0.002, -0.0031, -0.0015
O, -0.0005, -0.0015, 0.0132
O, -0.0012, 0.006, -0.0102
N, -0.0034, 0.0082, -0.0098
O, -0.0037, -0.007, 0.0073
O, -0.0004, 0.0005, -0.0049
O, 0.0031, -0.0022, -0.0009
O, -0.0008, 0.0074, 0.0101
O, 0.0025, 0.0064, -0.0042
O, 0.002, -0.0008, -0.0002
O, 0.001, -0.0013, -0.0056
O, 0.0008, -0.0049, -0.0074
O, -0.0027, 0.0028, -0.0088
O, 0.0002, -0.0015, -0.0046
O, 0.0028, -0.0015, -0.0127
O, 0.004, -0.0016, -0.0081
O, 0.0038, -0.0028, 0.0099
O, 0.0082, -0.0013, 0.0148
O, 0.0012, 0.0029, 0.0105
O, 0.0036, -0.0043, -0.0081
O, -0.0003, -0.0019, -0.0091
N, -0.0011, 0.0052, -0.0078
O, -0.0019, -0.0051, -0.0107
O, -0.0023, -0.0029, 0.0032
O, 0.0007, 0, -0.005
O, 0.0034, 0.0051, -0.013
O, -0.0028, -0.0092, -0.0132
O, 0.0021, 0.001, 0.002
O, -0.0013, -0.0002, 0
O, 0.0005, 0.0046, -0.0048
O, 0, 0.0072, -0.0095
O, 0.0045, 0.0027, -0.0038
O, 0.0004, -0.0002, -0.0059
N, -0.0005, -0.0002, 0.0027
O, -0.0008, -0.0001, 0.0131
O, 0.0048, -0.0002, -0.008
O, 0.0003, 0.0028, -0.0018
O, 0.0034, -0.0027, 0.0063
O, 0.0037, 0.0004, -0.0111
O, -0.0032, -0.0024, -0.0022
O, -0.0002, -0.0025, -0.0071
O, -0.0093, 0.0067, 0.0252
O, -0.0159, 0.0147, -0.0029
O, -0.0065, -0.0025, 0
O, -0.0002, -0.0009, 0.0045
O, -0.0007, -0.0007, 0.0168
O, -0.0031, 0.0009, -0.0078
O, 0.0242, -0.0049, 0.001
O, -0.0026, -0.0018, -0.0049
O, 0.0025, -0.0003, -0.0086
O, 0.0013, -0.0037, 0.005
O, -0.0001, -0.0001, -0.0079
O, -0.0051, 0.003, 0.0045
O, 0.0054, -0.0043, -0.0041
O, -0.0044, 0.0055, 0.0167
O, -0.0029, -0.0015, -0.0087
O, 0.0032, 0.0005, 0.0037
O, 0.0018, -0.0008, -0.0089
O, 0.004, 0.0005, -0.0083
O, 0.0018, -0.005, -0.0134
O, -0.0045, -0.0051, 0.0124
O, -0.0147, 0.0045, 0.0373
O, -0.0012, -0.0015, 0.0127
O, -0.0038, -0.0008, 0.002
O, 0.0049, 0.0057, 0.0147
O, -0.0127, 0.0064, -0.0046
O, 0.008, -0.0078, 0.0223
O, -0.0049, -0.0023, 0.0055
O, 0.0026, 0.0005, -0.0037
O, 0.0012, -0.0032, -0.0035
O, 0.0003, -0.0009, -0.0031

The program warned: the cutoff lies below the one the program advises for these potential files; the forces do not sum to zero within the program's tolerance; empty levels may hold ghost states of the PAW files; the exchange-correlation potential is rough where the density is thin.
